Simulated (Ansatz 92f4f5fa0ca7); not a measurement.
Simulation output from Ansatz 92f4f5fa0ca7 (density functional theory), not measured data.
Periodic cell of 192 atoms, Si128O64, from a study of silicon, its oxide and their interface. The atomic structure is a simulated model.

Settings: functional r2SCAN; potential files Ansatz PAW; basis plane waves; wave-function cutoff 800 eV; density cutoff ratio 5; exchange-correlation grid ratio 1; k mesh 1 x 1 x 1, shifted by 0.5 0.5 0 of a step; self-consistency stop 1e-10 eV per atom in the density residual; occupations fixed; spin none; net charge 0.

Cell vectors (angstrom)
a 10.88 0 0
b 0 10.88 0
c -2.0964 -3.2731 27.998

Atoms and the computed forces on them: element, x, y, z (angstrom), force x, y, z (eV/angstrom)
Si 1.6473 -1.6671 0.1167 -0.0254 0.0216 -0.16
Si 4.3196 1.1128 0.2283 -0.02 0.0197 -0.1544
Si 1.0942 4.3152 0.0505 0.014 -0.026 -0.1659
Si 3.9149 -3.8114 0.1493 0.0219 -0.0097 -0.1309
Si -4.374 -1.1251 0.0675 0.0088 -0.0222 -0.1681
Si -1.6352 1.6883 0.0451 0.0291 -0.0185 -0.1637
Si 6.9625 3.8253 0.1047 -0.0268 0.0144 -0.1435
Si -1.0582 -4.2618 0.0293 -0.0117 0.0288 -0.1725
Si 2.7086 -0.0375 1.4396 0.0025 -0.0041 0.0102
Si 5.4692 2.6921 1.4904 -0.0005 -0.0027 0.0089
Si 2.737 -5.4601 1.3421 -0.0048 0.002 0.0112
Si 5.4349 -2.6663 1.4689 0 0.0022 0.0066
Si -2.7156 0.0092 1.3037 -0.0047 0.0026 0.0126
Si -0.0407 2.7618 1.3821 -0.0002 0.0013 0.0086
Si 8.1577 5.4749 1.2857 0.0051 -0.0021 0.0096
Si 0.0391 -2.7432 1.419 0.0005 -0.0019 0.0099
Si 1.3272 1.3689 2.7116 -0.0002 -0.0006 -0.0017
Si 4.0751 4.0835 2.7425 -0.0008 0.0011 -0.0029
Si 1.3903 -4.1142 2.7733 0.0013 -0.0003 -0.0026
Si 4.0696 -1.3477 2.8465 -0.0022 0.0015 -0.0023
Si 6.8365 1.3149 2.7954 0.0019 -0.0006 -0.0004
Si 9.4936 4.1279 2.7424 -0.0024 0.0015 -0.0008
Si 6.8204 6.8019 2.7079 0.0002 -0.0027 -0.001
Si -1.3563 -1.3431 2.6847 -0.0002 0.0003 -0.0023
Si -0.0146 0.0045 4.0769 0 -0.0004 0.0011
Si 2.7045 2.7162 4.0786 -0.0002 0.0002 0.0007
Si -0.0023 5.4381 4.1115 -0.0001 -0.0003 0.0013
Si 2.7171 -2.741 4.1442 -0.0009 0.0005 -0.0001
Si 5.4508 0.0026 4.157 0.0002 0 -0.0012
Si 8.1705 2.7321 4.1072 -0.0002 -0.0003 0.001
Si 5.4495 5.4504 4.0807 -0.0002 0.0001 0.0009
Si 8.1725 -2.7098 4.061 -0.0001 0.0001 0.0008
Si 1.3576 -1.3678 10.8581 -0.0006 -0.0003 0.0013
Si 4.0875 1.3909 10.8902 -0.0012 -0.0003 0.0008
Si 1.3922 4.0468 10.9007 -0.0009 0.0007 0.0004
Si 4.0833 -4.086 10.8539 -0.0012 -0.0001 0.0009
Si 6.7688 -1.3428 10.8977 0 -0.0009 0.0008
Si -1.3558 1.3564 10.8433 -0.0007 -0.0002 0.001
Si 6.7769 4.0636 10.8632 -0.0001 0.0002 0.0011
Si -1.3722 6.7974 10.855 -0.0009 -0.0006 0.001
Si 2.7091 0.0218 12.1966 0.0007 0 -0.0005
Si 5.4332 2.745 12.2907 -0.0004 -0.0012 -0.0004
Si 2.8026 5.3961 12.2364 -0.0003 0.0023 0.0005
Si 5.3873 -2.7168 12.2404 -0.0018 -0.0019 0.0006
Si -2.749 0.0633 12.2139 0.0012 0.0011 0.0002
Si 0.0263 2.6521 12.2294 -0.0015 -0.0009 -0.0001
Si 8.1293 5.4332 12.1841 -0.0009 -0.0018 0.0003
Si 0.0012 -2.739 12.2029 0.0001 0.001 0.0011
Si 1.3802 1.2941 13.6463 -0.003 -0.0008 -0.0008
Si 4.1329 4.0957 13.7358 0.0007 -0.0009 -0.0009
Si 1.4109 -4.1279 13.4977 -0.0031 -0.0024 -0.001
Si 4.0246 -1.3112 13.5745 -0.0015 -0.0013 -0.0015
Si -4.0694 1.4227 13.6516 -0.0016 0.0023 -0.0008
Si -1.3673 4.0453 13.4699 0.0013 0.0002 0
Si 6.7374 -4.1204 13.5512 0.0027 0.0032 0.0002
Si -1.3936 -1.3365 13.485 -0.0021 -0.0027 -0.0013
Si -0.0491 -0.1148 14.9489 -0.0007 -0.0003 0.0111
Si 2.7293 2.6965 15.0364 0.0032 0.0019 0.0109
Si 0.0467 -5.5291 14.7709 0.0005 0.0001 0.0088
Si 2.6442 -2.7111 14.8846 0.0015 0.0022 0.0078
Si 5.4451 0.0071 14.9458 0.001 0.0012 0.0095
Si -2.686 2.8315 14.9834 -0.0013 0.0003 0.0091
Si 5.528 5.4638 15.1521 -0.0022 -0.0045 0.0103
Si -2.7578 -2.7096 14.7733 0.0006 0.0014 0.0091
Si 0.8768 -1.8697 16.2713 -0.0179 -0.0185 -0.1544
Si 4.1588 1.3681 16.3514 -0.0052 -0.0027 -0.1689
Si 1.0306 3.7979 16.2463 -0.0148 -0.0323 -0.1762
Si 4.2844 -3.7086 16.2134 0.0418 0.0002 -0.1567
Si 6.6312 -1.5927 16.1908 -0.0257 -0.0198 -0.1397
Si -1.1634 1.5317 16.1799 0.0175 0.0227 -0.1397
Si -3.4894 4.5646 16.4477 0.0083 0.0239 -0.1503
Si -1.3254 -4.0979 15.9386 -0.0076 -0.0052 -0.0789
Si 1.3193 -1.6573 -7.1569 0.0624 0.0153 -0.3163
Si 0.6904 -3.0993 -4.7671 0.0366 0.0027 -0.3612
Si -0.767 3.3093 -6.7038 0.0409 -0.0295 -0.3526
Si 5.1139 5.2827 -2.042 -0.0021 -0.0245 -0.3077
Si 1.4279 -0.8719 -2.8273 0.0237 -0.0351 -0.3295
Si 5.7708 0.4264 -4.547 -0.0515 0.0086 -0.3561
Si 2.3764 3.7906 -2.7468 -0.0271 0.0337 -0.3521
Si 8.0635 2.399 -4.6953 0.0039 0.0459 -0.3031
Si 6.8392 -4.8239 -6.8069 -0.0426 0.0572 -0.3814
Si 3.4039 -3.2178 19.0318 0.058 0.018 -0.3199
Si -1.1295 0.6816 -2.8389 -0.0253 0.0221 -0.3221
Si 2.6501 -0.5365 18.4561 -0.0011 -0.0105 -0.3207
Si 3.5866 1.2438 -2.6933 0.0369 -0.0279 -0.3058
Si -2.4305 -0.2594 18.4314 -0.028 0.0208 -0.3759
Si 5.6176 3.2595 18.4225 0.0762 0.0122 -0.3399
Si 7.2611 5.0874 -3.9564 0.0419 -0.0203 -0.3578
Si 3.9853 5.1618 19.9548 -0.0065 0.0233 -0.2769
Si -1.7713 -3.8784 -2.9476 0.0123 -0.0443 -0.3338
Si 7.3825 -1.4922 -2.9071 -0.0088 0.0221 -0.3206
Si 1.5716 5.0074 -5.4127 0.0271 -0.0326 -0.3646
Si 3.4998 0.1378 -6.786 -0.045 -0.0026 -0.3405
Si 1.8339 1.5674 20.5856 0.0389 -0.0211 -0.3275
Si 1.1458 4.2438 19.2633 0.05 0.0121 -0.3184
Si -1.0997 -2.0635 20.3592 -0.0014 0.0323 -0.2902
Si 1.3402 -1.3602 5.4536 -0.0004 0.0003 -0.0011
Si 4.0711 1.376 5.4613 -0.0008 -0.0005 -0.0011
Si 1.3517 4.0654 5.4537 -0.0008 0.0008 -0.0006
Si 4.0945 6.7903 5.4704 -0.001 0 -0.0009
Si 6.8114 -1.3813 5.4616 0 0.0003 -0.0008
Si -1.3544 1.3645 5.4548 -0.0009 0.0002 -0.0008
Si 6.7968 4.0856 5.4528 0.0006 0.0002 -0.0006
Si -1.358 -4.0635 5.4405 -0.0002 -0.0008 -0.0003
Si 2.7124 -0.002 6.8024 0 -0.0001 0.0012
Si 5.4337 2.7318 6.8123 -0.0001 0.0002 0.0014
Si 2.7166 5.4287 6.8029 -0.0002 0.0001 0.0012
Si 5.4481 -2.7263 6.8241 -0.0005 -0.0001 0.0009
Si -2.7202 -0.0016 6.8023 0 0.0001 0.0011
Si 0.0046 2.7095 6.82 -0.0004 0.0001 0.0008
Si -2.7128 -5.4268 6.8009 -0.0003 -0.0001 0.0009
Si -0.0139 -2.7206 6.8152 0.0003 0.0004 0.0009
Si 1.3641 1.3508 8.1695 -0.0006 -0.0004 0.0008
Si 4.0747 4.0852 8.1625 -0.0006 -0.0003 0.0007
Si 1.3522 6.7884 8.1584 -0.0008 -0.0006 0.001
Si 4.0754 -1.3575 8.1625 -0.0008 -0.0002 0.0012
Si 6.7946 1.3558 8.1559 -0.0004 -0.0001 0.0012
Si -1.3559 4.0839 8.161 -0.0003 0.0003 0.0013
Si 6.8089 -4.0795 8.171 -0.0001 0.0001 0.0007
Si -1.373 -1.3612 8.1619 -0.0004 -0.0006 0.0005
Si -0.0053 -0.0155 9.5042 -0.0001 0.0001 0.0011
Si 2.7295 2.7169 9.5125 -0.0007 0.0004 0.0008
Si 0.0132 5.4214 9.538 -0.0003 -0.0003 0.0015
Si 2.7134 -2.7308 9.5043 -0.0003 0.0001 0.0011
Si 5.4266 0.012 9.5243 0.0001 -0.0003 0.0009
Si 8.1552 2.7221 9.5037 -0.0002 -0.0004 0.001
Si 5.4425 5.4389 9.5062 -0.0008 -0.0004 0.0011
Si 8.1447 -2.7014 9.5315 -0.0003 0.0001 0.0012
O 7.011 3.94 17.9226 -0.0624 -0.05 0.1746
O -0.2396 -3.0419 16.6519 0.0146 0.0154 0.0706
O 1.3757 4.4863 17.6743 0.0024 0.0205 0.2586
O 1.5473 3.6769 -1.3783 -0.0588 0.021 0.2263
O 0.0224 -5.4111 -0.3881 -0.0005 -0.0028 0.0865
O 1.008 -1.1491 -1.2944 0.0075 -0.0354 0.2401
O 7.9514 -2.8837 -3.4732 -0.0042 0.0224 0.1124
O 1.5241 -2.2145 -3.7144 0.021 0.0856 0.1859
O 5.4785 -2.6617 16.6453 -0.0124 -0.0003 0.0719
O -2.3468 -5.3842 -3.0485 0.0333 0.0393 0.1323
O -1.4034 -3.6353 20.0886 0.0129 -0.0304 0.1097
O 3.792 4.4873 -2.4583 0.0406 0.0224 0.1167
O 7.7467 0.3828 19.728 -0.0181 0.0125 0.2504
O 4.6975 -4.2959 -1.2007 -0.0452 0.0621 0.1602
O 5.6321 2.4634 19.84 -0.0402 -0.033 0.2288
O 6.223 -0.9979 -3.9299 0.0607 -0.0563 0.1605
O 5.199 2.2992 17.1912 0.0387 0.063 0.1632
O -0.9084 1.1739 -1.3231 -0.0199 0.047 0.2355
O 8.0822 2.7515 -0.4403 -0.0041 0.0046 0.0783
O 2.6312 2.3344 -3.397 0.0103 -0.0005 0.1194
O -1.7989 0.9231 17.5421 -0.0487 -0.0736 0.1875
O -2.1884 3.1489 -5.9839 -0.0869 -0.0401 0.1926
O -1.2632 -1.2684 18.9441 0.0354 -0.0639 0.1897
O 6.1321 4.3651 -1.192 0.0607 -0.0508 0.1766
O 4.3728 -4.1413 19.9562 0.0077 -0.024 0.1246
O 3.684 1.7068 -1.1535 0.03 -0.0014 0.2297
O 7.3519 -1.0445 17.5382 0.0775 0.05 0.1858
O 2.4491 1.3706 -6.9285 0.0303 -0.0086 0.1137
O 1.6031 -4.2609 -5.4234 -0.027 0.0262 0.1309
O 5.8871 -5.1601 -3.3978 -0.0763 0.0059 0.1825
O 3.4137 -3.9437 17.5787 -0.0441 0.0125 0.226
O 3.3037 0.5174 17.433 -0.0562 -0.0635 0.1673
O 6.89 -1.7474 -1.3928 -0.0398 0.0115 0.2396
O -0.5455 -3.7418 -3.9801 -0.0927 -0.0148 0.1681
O 1.4513 -1.2924 17.6756 0.0638 0.047 0.1816
O 4.5336 4.4542 18.5893 -0.0459 0.0281 0.153
O -2.2985 -0.4192 -2.882 0.0045 -0.0044 0.0994
O 1.9369 -3.2994 19.6867 -0.0778 -0.0067 0.1966
O 0.2589 -2.2243 -6.0782 -0.0406 -0.0646 0.214
O 0.2193 4.4397 -6.1055 0.0562 0.0558 0.1437
O 1.5487 4.5907 -3.8644 0.0389 -0.0606 0.2537
O -0.0235 2.6089 16.6319 0.0096 0.0064 0.0779
O -1.5882 1.9091 -3.78 0.0612 -0.0769 0.173
O 2.0726 0.2076 19.7474 -0.042 0.0858 0.1875
O -1.4253 -3.5451 -1.4071 0.0325 -0.0149 0.2522
O 0.258 0.0839 -3.4206 -0.0079 0.0013 0.1154
O 7.1428 3.4844 -3.9429 -0.0258 0.0283 0.1187
O 1.1727 2.6616 19.5898 0.0088 -0.0569 0.1418
O -2.3557 -5.1403 16.7552 -0.0126 -0.0155 0.0652
O 5.4128 0.0266 -0.3142 0.0032 -0.0018 0.0908
O -0.2681 4.8715 19.7384 -0.069 0.0563 0.1603
O 2.6378 -1.1556 -6.3437 0.0027 -0.0034 0.1245
O 6.714 -3.2017 -6.7763 0.0253 -0.0494 0.155
O 2.8967 -0.2003 -2.8938 -0.0125 0.0064 0.1106
O 5.0526 1.2576 -3.3663 -0.0714 0.0296 0.1681
O 3.7675 -1.6435 18.8965 0.0014 -0.0289 0.1082
O 2.388 4.9474 20.0121 0.0111 0.0056 0.0974
O 2.9106 4.5229 -6.2016 -0.1084 0.0037 0.1991
O -0.0716 1.8486 -6.6203 -0.0451 0.029 0.1433
O 7.5542 -5.2711 -5.462 0.0331 -0.054 0.2826
O 2.7804 -2.7502 -0.3636 0.0078 -0.0076 0.0761
O 7.0814 1.1886 -5.1089 0.0022 -0.0078 0.1106
O 5.3766 5.3626 -6.9078 0.0449 0.0087 0.1242
O 4.7212 0.3148 -5.7744 0.122 0.0233 0.243

Results
free energy: -118376.740 eV
free energy less fixed offsets of O -570.45, Si -639.56 eV per atom: -4.260 eV

The program warned: the cutoff lies below the one the program advises for these potential files; the forces do not sum to zero within the program's tolerance; empty levels may hold ghost states of the PAW files; the exchange-correlation potential is rough where the density is thin.
